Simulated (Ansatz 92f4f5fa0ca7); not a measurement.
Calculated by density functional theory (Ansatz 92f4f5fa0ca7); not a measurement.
Periodic cell of 181 atoms, Si99O82, from a study of silicon, its oxide and their interface. The atomic structure is a simulated model.

Settings: functional PBE; potential files Ansatz PAW; basis plane waves; wave-function cutoff 700 eV; density cutoff ratio 5; exchange-correlation grid ratio 2; k mesh 2 x 2 x 1, shifted by 0.5 0.5 0.5 of a step; self-consistency stop 5e-08 eV per atom in the density residual; occupations Fermi-Dirac, 0.05 eV; spin none; net charge 0.

Cell vectors (angstrom)
a, 11.5983, 0, 0
b, 0, 11.5983, 0
c, -0.3862, -1.7382, 22.9477

Atoms: element, x, y, z (angstrom)
Si, 5.2106, 0.2981, -2.7853
Si, 7.2068, 2.7371, -3.4623
Si, 5.981, 8.8592, -2.4757
Si, 8.4819, 9.8445, -0.9985
Si, 11.5784, 3.0224, -0.425
Si, 5.3525, 7.1956, -0.0787
Si, 12.4767, -0.0577, -0.6995
Si, 3.4479, 3.6166, 0.0213
Si, 1.5821, 6.7899, 0.2095
Si, 8.3915, -0.7378, 1.6807
Si, 8.1489, 3.2186, 1.696
Si, 9.9624, 7.3886, 0.0479
Si, 10.7897, 10.8256, 1.8567
Si, 10.2873, 2.9891, -3.2455
Si, 11.4359, 6.9921, 1.7972
Si, 3.688, 0.5713, -0.0701
Si, 1.6061, 4.6922, -0.9165
Si, 3.5335, 7.2909, 1.4285
Si, 7.6286, 1.1949, 2.8657
Si, 7.6241, 5.0327, 3.0868
Si, 7.8283, 8.9781, 3.0227
Si, 11.3265, 1.203, 3.0375
Si, 11.3126, 5.02, 3.0679
Si, 11.4546, 8.9212, 3.1211
Si, 3.7917, 0.0018, 2.9322
Si, 3.6395, 5.308, 2.7782
Si, 3.6836, 9.1391, 2.9955
Si, 5.5722, 1.0403, 4.1274
Si, 5.5477, 4.9474, 4.1747
Si, 5.7149, 8.9223, 4.183
Si, 9.4464, 1.2158, 4.4709
Si, 9.4942, 5.0749, 4.5796
Si, 9.5939, 8.8353, 4.5584
Si, 13.4516, 1.0499, 4.1802
Si, 13.3878, 5.0201, 4.3157
Si, 13.4251, 8.8228, 4.3873
Si, 5.5877, -0.7523, 5.6108
Si, 5.5556, 2.9751, 5.5716
Si, 5.6904, 6.9206, 5.4351
Si, 9.4658, -0.7657, 5.7953
Si, 9.5215, 3.1005, 5.9167
Si, 9.642, 6.9446, 5.9965
Si, 13.3229, -0.8484, 5.6749
Si, 13.4821, 3.066, 5.6626
Si, 13.388, 6.9403, 5.8228
Si, 7.4539, -0.8887, 6.9908
Si, 7.4609, 2.9242, 7.1092
Si, 7.5074, 6.8042, 6.9409
Si, 11.4318, -0.8152, 7.0882
Si, 11.6103, 3.1054, 7.1515
Si, 11.5798, 7.0347, 7.4426
Si, 3.6327, -0.9587, 7.0949
Si, 3.7553, 3.2066, 7.1432
Si, 3.8972, 7.0435, 6.9347
Si, 7.1695, 0.9119, 8.4714
Si, 6.7489, 4.9244, 8.2002
Si, 7.1966, 8.7323, 8.1831
Si, 11.5058, -2.5018, 8.7524
Si, 11.8212, 1.1044, 8.3312
Si, 11.3869, 4.9733, 8.6705
Si, 4.1207, 1.8087, 9.015
Si, 0.8564, 5.3481, 11.6558
Si, 4.6361, 8.8233, 8.3238
Si, 9.771, 1.6972, 10.8104
Si, 4.4094, 5.2054, 8.2602
Si, 1.8687, 9.9842, 10.2966
Si, 12.3705, 2.389, 12.313
Si, 8.714, 4.5666, 10.3476
Si, 9.7253, 6.8376, 11.9313
Si, 4.0833, 8.8783, 10.6205
Si, 3.7183, 6.5183, 11.1426
Si, 2.3981, 11.8388, 8.8694
Si, 1.1055, -0.4858, 13.2582
Si, 5.4493, 11.8799, 12.8496
Si, 6.8078, 2.7495, 14.1145
Si, 3.5439, 11.1695, 15.0307
Si, 9.2111, 9.0702, 9.5486
Si, 3.5414, 2.2132, 11.2225
Si, 11.4663, 3.7647, 19.3605
Si, 6.2425, -1.4594, 11.5548
Si, 4.5906, 4.5975, 13.1282
Si, 10.5164, -3.3005, 20.2824
Si, 8.0595, -0.5381, 10.1989
Si, 7.6044, 6.8649, 16.0469
Si, -1.1574, -1.5179, 15.2134
Si, 10.9498, 6.168, 21.1775
Si, 7.3897, 5.229, 24.656
Si, 2.9613, 4.7536, 15.9431
Si, 5.2439, 5.623, 17.6956
Si, 5.9401, 2.4927, 22.0892
Si, 2.4592, 1.7666, 16.6972
Si, 8.8896, 4.0029, 15.6254
Si, 2.9221, 10.9203, 17.8408
Si, 6.6229, 2.856, 17.0779
Si, 8.1378, 8.7015, 13.8086
Si, 11.7035, 0.1274, 17.4455
Si, 11.6478, 4.9275, 16.5864
Si, -1.3904, 1.3955, 24.6808
Si, 10.2817, 7.7644, 17.1823
O, 12.0755, -0.5279, -2.2005
O, 4.8178, 0.5337, -1.2361
O, 6.9208, 1.8533, 23.224
O, 6.1141, 5.9997, 23.9013
O, 7.7809, 10.8869, 0.0635
O, 8.797, 2.4304, -3.5628
O, 14.0537, -0.4053, -0.4773
O, 11.5936, -0.8744, 0.3941
O, 4.4654, 1.8295, 22.1437
O, 12.2287, 1.5247, -0.5147
O, 3.6572, 10.3703, 16.4668
O, 4.3324, 0.1302, 1.3468
O, 3.0823, 2.0479, 0.1545
O, 3.6431, 4.1522, 1.5511
O, 3.8793, 5.5343, 9.825
O, 7.2446, 4.9832, 9.7997
O, 12.4952, 4.0109, 12.6465
O, 5.6127, 1.0926, 9.0316
O, 10.615, 1.2505, 9.4854
O, 12.2611, 4.8812, 10.0893
O, 9.8106, 4.9577, 9.1936
O, 12.9089, -0.9743, 17.6815
O, 4.7245, 6.0373, 12.367
O, 8.6697, 6.3888, 0.3676
O, 9.0726, -2.736, 20.8701
O, 10.5446, 8.4038, 18.6429
O, 3.1435, 0.9554, 17.9566
O, 0.8373, 1.4864, 16.8452
O, 5.2885, 6.1188, 19.2353
O, 6.3808, 1.3556, -3.2014
O, 10.5706, 4.5058, -3.7685
O, 6.0868, 4.0678, 13.4821
O, 5.0436, 8.324, -1.2452
O, 12.6268, 1.1681, 13.4028
O, 5.6282, 4.0976, 22.2088
O, 10.8655, 8.6975, 15.9797
O, -0.2994, 6.4243, 12.1002
O, 2.4133, -1.0767, 14.0493
O, 2.9213, 3.2983, 16.6688
O, 11.0084, 6.3343, 17.0395
O, 1.8887, 2.1028, 11.1421
O, 9.3881, 7.8303, 10.6842
O, 3.7257, 4.7337, 14.5102
O, 8.9116, 0.4117, 11.3185
O, 2.221, 6.2272, 11.7587
O, 3.8833, 3.5677, 12.0809
O, 7.1996, 7.8776, 14.8518
O, 5.7032, -1.2285, -2.9885
O, 4.978, 11.1889, 14.2738
O, 8.4034, 3.0976, 14.3351
O, 12.6301, 3.1676, 20.353
O, 10.8221, 2.1958, 11.9207
O, 8.204, 3.3101, 16.9591
O, 1.1593, 10.6022, 11.7055
O, -0.1954, -1.173, 13.954
O, 12.1018, 4.0914, 17.9026
O, 8.7551, 2.9539, 10.569
O, 6.2407, 6.5652, 16.8441
O, 9.2649, 7.639, 13.2721
O, 6.9389, 3.8773, -2.3314
O, 13.0046, 5.2174, 15.7162
O, 8.9247, 9.9066, 14.6176
O, 10.5772, -0.3401, 16.3487
O, 7.5148, 8.8743, -1.9063
O, 7.1587, 9.2593, 12.6486
O, 10.4233, 2.9996, -1.6239
O, 6.5663, 1.4575, 13.1658
O, 9.3247, 8.9147, 0.0484
O, 11.3592, 2.062, -4.0623
O, 10.8457, 5.1557, 19.9058
O, 8.6648, 7.5799, 17.0523
O, 3.0624, 1.1046, 15.3351
O, 3.9086, 0.4128, -3.764
O, 3.7592, 5.7216, 17.0055
O, 6.3842, 1.5701, 18.0262
O, 5.7391, 4.0758, 17.6797
O, 8.9415, 5.4193, 11.7198
O, 8.2721, 5.5017, 15.4559
O, 6.122, 2.4501, 15.578
O, 10.5137, 4.0829, 15.7356
O, 4.1389, 0.9456, 12.1072
O, 12.4429, 6.1751, 21.9323

Results
free energy: -109577.470 eV
free energy less fixed offsets of O -569.03, Si -635.61 eV per atom: 8.380 eV
pressure: -0.20 GPa
stress xx, yy, zz, yz, xz, xy (GPa, positive in tension): 0.26, -0.03, 0.38, -0.14, 0.09, -0.31

Forces (eV/angstrom), in the order of the atoms: element, x, y, z
Si, 0.0749, 0.1001, -0.4024
Si, -0.148, -0.1136, -0.2003
Si, -0.1053, 0.0966, -0.3055
Si, -0.3138, 0.1203, -0.4252
Si, -0.6148, -0.2969, 0.0069
Si, -0.1134, 0.0443, -0.0337
Si, 0.0441, 0.0356, 0.0351
Si, 0.5388, -0.2605, -0.3036
Si, -0.1817, 0.5103, 0.3125
Si, -0.5145, 0.2308, -0.2125
Si, -0.3721, 0.2472, -0.2146
Si, -0.0479, -0.5157, 0.2195
Si, 0.4834, 0.1497, -0.0475
Si, -0.2007, -0.1639, -0.3348
Si, 0.0738, 0.0459, -0.0581
Si, 0.2177, -0.0619, -0.3993
Si, -0.3731, 0.0096, -0.4546
Si, 0.0899, -0.0393, -0.2798
Si, 0.1076, -0.0988, 0.0903
Si, 0.0636, 0.0852, 0.0906
Si, 0.1725, -0.3742, 0.0332
Si, -0.1736, 0.1017, -0.0803
Si, -0.1091, -0.2582, -0.0062
Si, -0.0124, -0.0801, 0.0049
Si, -0.0043, 0.2631, -0.204
Si, 0.0549, -0.2732, -0.1013
Si, 0.0866, -0.0275, 0.1638
Si, 0.248, 0.0631, 0.0416
Si, 0.0692, 0.0026, 0.0297
Si, 0.0322, -0.1112, 0.0866
Si, 0.0617, -0.1135, 0.0291
Si, 0.1134, -0.0701, -0.0303
Si, -0.0668, 0.1322, 0.1538
Si, -0.0361, -0.0779, 0.0704
Si, -0.0876, 0.157, -0.0514
Si, -0.3294, 0.1468, 0.0712
Si, -0.0038, -0.2082, 0.2999
Si, 0.0493, -0.0632, 0.0688
Si, 0.1068, 0.1154, -0.052
Si, 0.0671, -0.0019, -0.0432
Si, 0.0079, -0.0807, 0.0051
Si, -0.0311, 0.1447, -0.0665
Si, 0.1598, -0.2246, -0.0242
Si, 0.0696, -0.2598, -0.1265
Si, -0.0155, -0.0239, -0.0065
Si, -0.0889, 0.1084, -0.4106
Si, 0.0068, 0.0846, -0.1005
Si, -0.2091, -0.1278, -0.0276
Si, -0.133, 0.0731, -0.1563
Si, -0.1244, 0.0425, -0.3605
Si, 0.0726, -0.0337, -0.1223
Si, -0.0504, 0.2748, 0.014
Si, 0.144, 0.0602, -0.0778
Si, 0.1339, -0.0163, 0.1826
Si, 0.0058, -0.2795, -0.1541
Si, 0.3608, 0.1077, 0.0836
Si, -0.3755, -0.0785, 0.0552
Si, 0.1719, -0.0544, -0.3069
Si, -0.1645, 0.0202, -0.0721
Si, -0.0072, 0.231, 0.4211
Si, -0.2371, -0.2046, 0.1442
Si, 0.0075, 0.1957, 0.1855
Si, 0.1662, -0.0394, -0.1277
Si, 0.1421, -0.0494, 0.1086
Si, -0.4358, 0.2291, 0.1224
Si, -0.1035, 0.448, 0.5889
Si, 0.1305, -0.0841, 0.274
Si, -0.0398, 0.1044, 0.07
Si, 0.0949, 0.298, 0.2037
Si, -0.0104, -0.2201, -0.0446
Si, 0.1646, 0.0542, 0.1757
Si, 0.4556, -0.1001, -0.282
Si, 0.0337, -0.0507, 0.1849
Si, -0.0513, 0.376, 0.3041
Si, -0.0302, 0.1444, 0.3047
Si, -0.1465, 0.0483, 0.245
Si, -0.1372, -0.6551, 0.5403
Si, 0.2624, 0.4056, 0.3841
Si, -0.15, -0.1372, -0.3566
Si, -0.1037, -0.5041, -0.0186
Si, -0.0112, -0.1041, 0.2413
Si, -0.0885, 0.4125, -0.6131
Si, 0.3191, 0.5435, 0.4625
Si, 0.0108, -0.1667, 0.1541
Si, 0.0407, 0.0103, 0.1346
Si, 0.1705, -0.1679, -0.1426
Si, -0.1623, 0.1781, -0.2217
Si, 0.0522, 0.1102, 0.1241
Si, 0.0676, -0.1063, -0.1788
Si, 0.1384, 0.0599, -0.3878
Si, 0.0483, -0.0043, 0.1039
Si, -0.0543, 0.0246, 0.0957
Si, 0.0619, -0.0565, 0.0217
Si, -0.0208, 0.0405, 0.0596
Si, 0.0731, 0.0596, 0.3628
Si, 0.0411, -0.0601, -0.1791
Si, -0.0979, 0.1144, -0.31
Si, 0.3565, -0.0002, 0.0928
Si, -0.1667, -0.0899, -0.2465
O, 0.1037, 0.0598, 0.1867
O, -0.1261, 0.037, 0.3385
O, 0.2955, -0.2089, 0.3285
O, 0.0377, -0.1584, 0.0716
O, 0.2996, -0.0635, 0.3111
O, 0.2333, 0.0076, 0.0821
O, -0.1023, -0.0289, 0.0579
O, -0.2067, -0.1064, 0.0256
O, -0.1687, -0.0638, 0.081
O, -0.0382, -0.0137, -0.0841
O, -0.0253, 0.0793, -0.0629
O, -0.0872, 0.0359, 0.1971
O, -0.1782, 0.0048, 0.1597
O, -0.1569, 0.24, 0.466
O, 0.1574, -0.043, -0.3231
O, -0.1646, -0.0572, -0.1882
O, -0.0112, 0.0081, -0.1447
O, -0.1099, -0.1231, 0.0321
O, 0.095, -0.0373, -0.011
O, -0.0455, -0.1749, -0.3412
O, 0.0326, -0.0002, -0.1774
O, -0.0294, 0.073, 0.0035
O, 0.0452, 0.0808, -0.1926
O, 0.0242, 0.2919, 0.3418
O, 0.0022, -0.1547, 0.1966
O, 0.0416, -0.0719, 0.4804
O, -0.0861, -0.0543, -0.0851
O, -0.0125, 0.0009, 0.0126
O, 0.0291, 0.0416, 0.1881
O, -0.0415, -0.0486, 0.1304
O, 0.1121, 0.1549, 0.1185
O, 0.0343, -0.0091, -0.0977
O, -0.0111, -0.1759, 0.2315
O, 0.0108, 0.086, -0.2082
O, -0.0424, 0.0357, 0.0204
O, -0.0172, 0.0249, -0.0344
O, -0.0547, -0.0763, -0.1322
O, -0.0005, 0.0332, -0.107
O, -0.0937, -0.0345, -0.0347
O, 0.0727, -0.0633, 0.0974
O, 0.0446, 0.0712, -0.0122
O, 0.0029, 0.336, -0.3014
O, -0.0069, -0.0221, -0.1317
O, -0.0527, -0.1563, -0.0639
O, -0.0569, 0.0149, -0.1096
O, -0.0948, -0.1251, 0.1136
O, -0.0212, 0.1206, -0.1782
O, 0.033, -0.0879, 0.2152
O, 0.1363, 0.0401, -0.1809
O, -0.0937, 0.0015, -0.0325
O, 0.1598, 0.0342, 0.3357
O, -0.0736, -0.0206, -0.1178
O, 0.0401, 0.0442, -0.0244
O, 0.1102, -0.1508, -0.4602
O, 0.0265, 0.0382, -0.1031
O, 0.0049, -0.0841, 0.2914
O, -0.0711, -0.0483, -0.0719
O, -0.0235, 0.0208, -0.0154
O, 0.0222, -0.0568, -0.221
O, -0.0241, 0.1367, 0.3517
O, -0.0216, -0.0761, 0.0241
O, -0.1355, -0.0255, -0.2056
O, 0.0598, 0.0066, 0.0166
O, 0.1953, 0.0349, 0.2291
O, -0.0734, 0.0375, -0.3678
O, 0.3542, 0.0758, 0.2982
O, -0.0716, -0.2745, -0.1854
O, -0.0207, 0.2186, 0.152
O, -0.0276, 0.0491, 0.186
O, 0.1479, 0.0384, 0.0684
O, 0.1047, 0.0659, 0.0503
O, 0.032, -0.0643, -0.0833
O, 0.0066, -0.0168, 0.1352
O, -0.0282, -0.014, 0.0089
O, 0.0483, 0.0142, 0.0704
O, 0.0096, 0.0577, -0.0141
O, -0.0515, -0.2511, -0.1096
O, 0.0001, -0.0104, -0.0649
O, 0.0392, 0.0388, -0.1365
O, 0.0898, 0.0291, 0.048
O, -0.1525, 0.065, -0.1542
O, -0.0556, -0.1052, -0.0799

The program warned: the cutoff lies below the one the program advises for these potential files.
